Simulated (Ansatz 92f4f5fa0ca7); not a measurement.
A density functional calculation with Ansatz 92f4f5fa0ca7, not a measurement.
Periodic cell of 220 atoms, Si131O87Al1F1, from a study of silicon, its oxide and their interface. The atomic structure is a simulated model.
Doubt: the cutoff is far below the 930 eV that the study's wrapper takes by default for these files, so forces and energies are approximate.
Doubt: the program's own warning below bears on the result.

Settings: functional PBE; potential files Ansatz PAW; basis plane waves; wave-function cutoff 580 eV; density cutoff ratio 5; exchange-correlation grid ratio 1; k mesh 1 x 1 x 1, Gamma-centred; self-consistency stop 5e-08 eV per atom in the density residual; occupations fixed; spin none; net charge 0.

Cell vectors (angstrom)
a 10.938 0 0
b 0 10.938 0
c 0 0 32.7872

Atoms and the computed forces on them: element, x, y, z (angstrom), force x, y, z (eV/angstrom)
Si -0.266 0.3515 25.2306 -0.0373 0.0876 -0.1947
Si 5.7759 -0.1683 25.2872 0.1286 -0.0876 -0.2698
Si 2.5132 3.1007 25.2927 -0.0564 0.0896 -0.2344
Si 8.4742 2.5871 25.1722 0.1308 -0.0923 -0.2366
Si 0.3082 5.2939 25.2799 0.1236 -0.0699 -0.3033
Si 5.1629 5.8032 25.3884 -0.015 0.0841 -0.2042
Si 2.9998 8.0095 25.3076 0.1567 -0.0808 -0.3081
Si 7.968 8.5557 25.3087 -0.102 0.1163 -0.2375
Si 1.3511 1.4542 26.5786 0.0096 0.0274 -0.1608
Si 6.9125 1.4264 26.603 -0.064 0.0581 -0.1879
Si 4.0424 4.2051 26.7138 0.0968 -0.0559 -0.2214
Si 9.6157 4.1297 26.5745 0.0143 0.0431 -0.1332
Si 1.4219 6.8597 26.6591 -0.0944 0.0685 -0.2063
Si 6.8295 6.9313 26.6321 -0.0164 -0.0218 -0.1899
Si 4.1524 9.6156 26.609 -0.0124 0.0243 -0.177
Si 9.5578 9.6944 26.6296 0.0431 -0.0643 -0.192
Si 2.7217 0.0309 27.9458 -0.0593 -0.0254 0.036
Si 8.1932 0.0445 28.0321 -0.0256 0.004 0.0471
Si -0.0105 2.7582 28.004 -0.0232 -0.0088 0.0228
Si 5.4646 2.7595 27.9646 -0.0268 -0.0373 0.0432
Si 2.7007 5.5083 28.0776 -0.0146 -0.005 0.1092
Si 8.2019 5.4886 27.949 -0.0236 -0.0411 0.0342
Si -0.0134 8.2374 27.9602 -0.0522 0.0098 0.042
Si 5.4579 8.2381 28.0243 -0.0219 -0.0211 0.0705
Si 4.1018 1.3673 29.369 0.0082 0.0556 -0.349
Si 9.5708 1.3673 29.369 0.0977 0.1918 0.2254
Si 1.3673 4.1018 29.369 -0.2397 -0.0132 0.3412
Si 6.8362 4.1018 29.369 0.0668 0.1078 -0.3169
Si 4.1018 6.8362 29.369 0.0904 0.2496 0.3579
Si 9.5708 6.8362 29.369 0.0089 0.0825 -0.3544
Si 1.3673 9.5708 29.369 0.0329 0.1275 -0.3454
Si 6.8362 9.5708 29.369 -0.0093 0.1837 0.1971
Si 0 0 30.7362 0.0225 0.0381 -0.0296
Si 5.469 0 30.7362 0.0651 -0.063 -0.0038
Si 2.7345 2.7345 30.7362 -0.0037 0.0325 -0.0184
Si 8.2035 2.7345 30.7362 0.0936 -0.0052 -0.0076
Si 0 5.469 30.7362 0.0444 -0.0653 0.0079
Si 5.469 5.469 30.7362 0.018 0.0539 -0.025
Si 2.7345 8.2035 30.7362 0.0861 0.0014 -0.0114
Si 8.2035 8.2035 30.7362 0.005 0.0268 -0.0327
Si 1.3673 1.3673 32.1035 -0.0177 -0.053 -0.0029
Si 6.8362 1.3673 32.1035 -0.0497 0.0288 -0.0226
Si 4.1018 4.1018 32.1035 0.0085 0.003 -0.0103
Si 9.5708 4.1018 32.1035 -0.0645 0.0593 -0.0169
Si 1.3673 6.8362 32.1035 -0.022 0.0605 -0.0386
Si 6.8362 6.8362 32.1035 0.0065 -0.0029 -0.0022
Si 4.1018 9.5708 32.1035 -0.0811 0.0101 -0.0268
Si 9.5708 9.5708 32.1035 0.0161 -0.0142 -0.0113
Si 2.7345 0 0.6835 0.0697 -0.0559 0.02
Si 8.2035 0 0.6835 0.0101 -0.0257 0.0261
Si 0 2.7345 0.6835 -0.0006 0.034 0.0028
Si 5.469 2.7345 0.6835 0.0239 -0.0171 0.0393
Si 2.7345 5.469 0.6835 -0.0324 0.013 0.0083
Si 8.2035 5.469 0.6835 0.0729 -0.0325 0.0208
Si 0 8.2035 0.6835 0.0501 -0.0651 0.0252
Si 5.469 8.2035 0.6835 0.0137 0.0563 -0.0023
Si 4.1018 1.3673 2.0507 -0.0557 -0.0208 0.0272
Si 9.5708 1.3673 2.0507 0.0423 -0.0318 0.0018
Si 1.3673 4.1018 2.0507 -0.0099 -0.001 0.0168
Si 6.8362 4.1018 2.0507 -0.0416 0.0607 0.0197
Si 4.1018 6.8362 2.0507 -0.0639 -0.0064 0.0443
Si 9.5708 6.8362 2.0507 -0.0985 0.0687 -0.0146
Si 1.3673 9.5708 2.0507 -0.0453 0.0823 -0.0163
Si 6.8362 9.5708 2.0507 -0.0846 -0.1547 -0.0067
Si 0 0 3.418 0.5211 0.3296 -0.7278
Si 5.469 0 3.418 -0.0071 0.1009 0.1825
Si 2.7345 2.7345 3.418 0.0081 0.095 0.0313
Si 8.2035 2.7345 3.418 -0.158 -0.0019 0.4781
Si 0 5.469 3.418 -0.0449 -0.3655 0.3105
Si 5.469 5.469 3.418 0.0048 -0.4063 0.2507
Si 2.7345 8.2035 3.418 0.0882 -0.1542 0.2846
Si 8.2035 8.2035 3.418 -0.3613 -0.5558 -0.8906
Si 1.3599 1.3794 4.7776 -0.0355 0.0731 -0.0186
Si 6.8087 1.3638 4.8495 -0.0256 0.0594 -0.0476
Si 4.1298 4.0165 4.8554 -0.0438 0.0465 0.1387
Si 9.5752 4.0559 4.8637 0.1045 0.0814 -0.0221
Si 1.4012 6.7664 4.8029 0.1534 -0.0398 -0.04
Si 6.8924 6.7697 4.7725 0.0754 0.069 -0.0128
Si 4.1171 9.572 4.8052 -0.001 -0.0497 -0.0043
Si 9.5673 9.5644 4.5984 -0.0396 -0.1269 -0.1674
Si 2.7064 0.0169 6.1368 0.0264 -0.1507 0.175
Si 8.2794 -0.0863 5.9657 -0.0803 0.0826 0.1783
Si -0.0191 2.6321 6.2602 0.0937 -0.0211 0.163
Si 5.3893 2.5665 6.4162 -0.0144 0.0057 0.2318
Si 2.7532 5.3674 6.2693 0.0111 -0.0613 0.1379
Si 8.1575 5.3584 6.2618 -0.0701 0.0636 0.0908
Si -0.1329 8.1563 5.8879 0.0175 -0.0174 0.1087
Si 5.5674 8.189 6.0885 0.0156 -0.0122 0.1255
Si 3.7125 1.287 7.9162 -0.2932 -0.108 -0.3319
Si 9.7573 0.9001 7.4777 0.0296 -0.1712 0.4473
Si 1.6195 3.6659 7.6375 -0.403 0.3525 0.2265
Si 6.52 4.2476 7.687 -0.0978 0.1603 0.1083
Si 4.4664 6.6063 7.4027 -0.0171 0.0717 0.1926
Si 9.3659 7.0627 7.3698 0.138 -0.0319 0.9377
Si 0.9867 9.7359 7.1364 0.0033 -0.1175 0.4981
Si 7.2323 9.3227 7.3708 0.0573 -0.3261 0.4947
O 1.4003 4.1815 24.6482 -0.0133 -0.0063 0.6585
O 6.8393 9.6245 24.6739 0.0407 0.0097 0.6182
O 2.6445 2.5157 8.286 0.1869 0.0297 -0.1877
O 8.2863 8.1791 8.0171 -0.059 -0.003 -0.7701
O 5.4843 5.4875 8.0718 0.0157 -0.1869 -0.439
O -0.0188 -0.1861 8.0261 0.1156 0.0713 -0.7922
O 4.0967 6.8969 24.6921 -0.0029 -0.0299 0.6679
O 9.5606 1.4421 24.5922 0.0341 -0.0278 0.5932
O 1.7177 8.6783 8.1321 0.1546 0.0856 0.0176
O 0.8089 4.2769 8.9543 0.4772 -0.6127 -0.8086
O 8.8107 1.1567 8.8318 0.1435 0.2175 -0.2821
O 6.7843 10.2708 8.6711 -0.1637 -0.0472 -0.2347
O 3.8863 0.3653 9.3418 0.023 0.4249 -0.0957
O 4.0908 7.5549 8.7047 0.0915 -0.0207 -0.166
O 6.9215 3.71 9.2099 -0.1854 0.0002 -0.1879
O 10.3097 6.4876 8.591 -0.3213 0.176 -0.9271
O 3.3246 2.5031 23.9877 -0.0105 -0.0322 0.0509
O 5.1942 0.5988 23.9475 -0.004 -0.0239 0.1484
O 7.8712 3.3301 23.8038 0.0109 -0.054 0.1907
O 10.6243 6.056 23.9549 -0.0199 -0.0156 0.1147
O 8.7193 7.926 23.986 -0.0117 -0.0164 0.079
O 2.3178 8.6837 23.9673 -0.0067 0.0208 0.131
O 5.8228 4.989 24.1373 0.0112 -0.0067 -0.0007
O 0.463 10.6136 23.9106 -0.0005 0.0249 0.076
Si 3.5487 10.4468 10.7146 0.3569 -1.0261 -0.675
Si 0.943 3.1957 12.6547 -1.7649 1.5286 0.0507
Si -2.5476 -1.9144 11.7629 1.8646 -2.4059 -0.896
Si 4.4828 1.787 23.0919 -0.137 -0.1144 0.0371
Si -6.1535 -7.5889 17.2625 -0.0457 0.0828 0.9684
Si 3.3467 -11.0838 15.8932 -0.3296 -0.5988 0.8594
Si 1.1878 9.4247 23.0596 0.0736 -0.0073 -0.0014
Si 15.7518 8.4184 17.4596 0.4661 -0.2488 0.1241
Si -1.9212 3.1705 12.6403 0.4095 0.8688 0.2288
Si -1.2851 4.266 19.155 0.077 0.1273 0.2256
Si 2.4476 0.5202 21.1034 -0.18 0.1863 0.1588
Si 4.9692 12.9111 14.6346 2.4259 -0.1724 2.3802
Al 10.5487 18.0121 11.9325 0.4091 0.8547 0.1024
Si 2.5534 0.9089 13.2281 -3.1327 -2.3775 -0.6725
Si 7.6836 11.2277 9.6595 0.7319 -0.8394 0.2785
Si 0.2759 5.9987 17.1399 -0.6547 -0.1255 -0.5966
Si 5.3647 -2.2256 12.506 0.8953 -0.5001 -0.3205
Si 2.6231 -2.9747 9.2568 -0.7105 -0.3568 0.1354
Si 3.8671 3.4106 12.2639 -0.2522 3.1874 -2.4586
Si 7.9306 6.0607 20.9598 0.1194 0.0442 -0.1104
Si 7.2866 -2.4003 19.2198 0.2491 -0.0758 0.1714
Si 10.3856 5.2298 14.2452 -0.2574 2.8347 -1.4135
Si 2.4168 1.3796 18.2609 -0.3201 -0.0553 0.6432
Si 9.7902 -2.2148 17.4069 -0.0088 -0.0513 -0.3032
Si 6.5823 2.949 10.6061 1.2786 -0.0881 -0.1945
Si -3.1 1.3712 14.6342 1.2483 -0.4859 0.2067
Si 0.1388 1.9794 20.1141 -0.0367 0.1206 0.3073
Si 8.9624 -0.0449 19.184 0.1333 -0.005 0.1667
Si 6.5909 4.0506 23.0684 -0.002 0.1125 0.0891
Si 9.903 7.2426 23.1013 -0.0585 -0.129 0.073
Si 7.7292 2.3246 17.5886 0.4878 -0.0656 0.1961
Si 11.4288 5.7614 9.5237 -1.2607 0.3068 2.6655
Si 6.3804 7.7782 14.9248 0.7259 0.109 -0.2433
Si 4.4991 -4.7314 13.7431 0.2409 1.16 0.158
Si 3.4058 6.0501 16.7642 -0.3545 0.201 -0.173
Si 8.7931 -1.5393 14.7107 0.4055 -0.579 -1.0807
O 5.8903 7.7459 16.448 -0.2297 0.0203 0.2223
O 5.7566 -2.0349 18.7108 -0.2298 0.0683 -0.1656
O 7.9765 2.2427 15.9889 -0.2827 0.0169 -0.1535
O -1.7577 -1.4402 13.1324 -0.2769 0.584 0.8611
O 6.8731 -2.5066 11.9127 -1.2634 0.1771 0.3936
O 14.6398 7.2873 17.7955 0.0059 0.0447 -0.0089
O 1.2297 1.624 21.2762 0.0678 -0.111 -0.1166
O 3.8373 13.0116 13.3626 0.5759 -0.005 0.4024
O -2.0087 1.7774 13.5011 -0.3329 -0.2095 0.1846
O -0.0639 5.736 11.0662 1.3887 -3.7195 -3.6521
O 6.2376 2.9317 17.9115 -0.386 0.0949 -0.2418
O 8.485 5.2253 19.6976 -0.0696 0.0271 -0.0205
O -3.01 -0.1971 15.0385 -0.4233 0.6131 0.1509
O -0.5943 5.5247 15.8354 0.2126 -0.2465 1.0028
O -0.0254 7.5548 17.5376 0.0562 0.1026 0.1209
O -0.4817 3.098 11.8375 0.3494 -0.4803 0.1352
O 7.1172 -3.6072 20.3209 -0.032 0.039 -0.1376
O 10.8049 5.1023 18.4144 0.0815 -0.0411 0.1215
O 3.7914 1.0771 21.8049 0.128 0.1011 0.1147
O -8.6455 3.5009 11.7342 1.4526 -0.8101 0.5817
O 7.9438 0.8536 18.2677 -0.169 0.1023 -0.1269
O 10.3892 14.3742 20.3665 -0.0198 -0.045 -0.1505
O 3.6402 6.3667 15.1444 0.0529 -0.1498 0.0353
O 0.9683 2.0353 18.682 0.1825 -0.0722 -0.2851
O 1.8324 -5.2368 16.8539 0.4366 -0.0547 0.0761
O 6.6898 12.2732 10.402 -0.4446 0.3549 0.1237
O 7.7381 14.3508 11.6719 -0.5029 -0.1371 -0.1696
O 9.2601 -3.1798 11.2208 -4.0469 2.8126 -1.3414
F 11.7457 19.0718 11.8887 2.6429 2.2337 -0.1257
O 0.7787 4.3613 13.8103 0.7918 -1.1034 -0.2202
O -0.5497 -4.2532 13.4965 -0.3894 -2.5114 4.759
O 2.8142 9.0435 10.4255 0.2503 0.5035 0.0978
O 1.8878 6.5757 9.633 0.7448 0.3108 -0.4249
O 5.0448 14.1988 11.1275 -1.0965 -0.4247 1.0442
O 4.6912 0.7414 15.6598 -0.1019 0.6313 -0.9384
O 2.7952 0.3651 19.5056 0.0631 0.0419 -0.2877
O 4.1898 4.7932 13.052 -0.2333 -1.8056 -0.1746
O 9.2165 6.5902 21.7897 0.1112 0.0929 0.1355
O 5.6198 9.0097 14.1105 -0.3065 0.1434 0.2005
O -1.0794 0.8848 20.1718 -0.0324 -0.0519 -0.0896
O 7.019 5.0442 21.8448 -0.106 -0.1875 0.1557
O -2.9714 -2.9295 14.8822 -0.3838 0.0305 0.2645
O 1.9431 -0.8908 21.7439 -0.1077 -0.1303 0.1476
O -0.858 -0.8897 18.3223 -0.0191 0.0343 0.0287
O 2.2363 0.5632 16.8604 0.2019 -0.0797 -0.4418
O 2.6742 -0.2645 14.3854 0.4518 0.9336 -0.5704
O 5.5732 2.8783 22.5486 0.0014 0.0213 -0.0009
O 8.9297 -7.6796 18.1251 -0.1862 -0.1283 -0.1626
O 3.6142 2.4625 17.9981 0.2159 0.1145 -0.2738
O -1.0017 -1.6899 15.8487 -0.017 0.0854 0.3535
O 2.5572 0.3545 11.6967 0.3908 1.0356 1.1272
O 1.1553 1.7441 13.401 1.6087 -0.4059 0.2945
O -7.0227 -1.4215 16.6811 -0.2148 0.4415 -0.2483
O 6.4159 12.6952 13.9392 -1.9488 0.2893 -0.4065
O 4.9054 -7.6774 15.6241 -0.4175 -0.5055 -1.3516
O 0.062 8.3391 22.5994 0.0133 0.0128 -0.0093
O 7.9791 -1.1024 19.9731 -0.0622 -0.0085 -0.1304
O 4.3455 -3.5426 12.5697 -0.0541 -0.266 0.2275
O -2.628 -2.758 17.9525 -0.0701 -0.0033 0.0591
O 4.8318 9.9935 11.6545 -0.3669 0.585 0.0343
O 9.0692 4.4055 13.7281 -0.3464 -0.875 -0.1196
O 8.4376 -0.648 10.7617 -0.5011 1.1185 -0.5938
O 4.3569 -6.0362 17.4266 0.1617 -0.287 -0.0692
O 6.0737 -4.5966 14.2011 -0.308 -0.2327 0.0399

Results
free energy: -135994.950 eV
free energy less fixed offsets of Al -1619.15, F -1619.15, O -568.88, Si -635.61 eV per atom: 0.820 eV

The program warned: the cutoff lies below the one the program advises for these potential files; the model core charge is not resolved on the grid; the forces do not sum to zero within the program's tolerance; the exchange-correlation potential is rough where the density is thin.
